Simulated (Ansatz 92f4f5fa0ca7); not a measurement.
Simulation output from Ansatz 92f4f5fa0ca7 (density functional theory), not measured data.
Periodic cell of 223 atoms, Si133O90, from a study of silicon, its oxide and their interface. The atomic structure is a simulated model.
Doubt: the cutoff is far below the 930 eV that the study's wrapper takes by default for these files, so forces and energies are approximate.
This geometry differs little from another in the collection (a relaxation step or a small displacement).

Settings
functional: PBE
potential files: Ansatz PAW
basis: plane waves
wave-function cutoff: 580 eV
density cutoff ratio: 5
exchange-correlation grid ratio: 1
k mesh: 1 x 1 x 1, Gamma-centred
self-consistency stop: 5e-08 eV per atom in the density residual
occupations: fixed
spin: none
net charge: 0

Cell vectors (angstrom)
a, 10.938, 0, 0
b, 0, 10.938, 0
c, 0, 0, 32.7315

Atoms: element, x, y, z (angstrom)
Si, 0.3698, -0.1023, 25.357
Si, 5.1397, 0.2427, 25.0549
Si, 2.8434, 2.398, 25.3807
Si, 7.7776, 3.1036, 25.2736
Si, 0.5183, 5.8323, 24.9072
Si, 5.4026, 5.2287, 25.2743
Si, 2.4713, 8.501, 25.1986
Si, 7.6975, 8.0857, 24.6957
Si, 1.413, 1.3244, 26.8381
Si, 6.7402, 1.3469, 26.4536
Si, 3.946, 4.0583, 26.6277
Si, 9.4739, 4.0546, 26.5899
Si, 1.3513, 7.0382, 26.6728
Si, 6.6325, 6.8765, 26.4517
Si, 4.1084, 9.6017, 26.4815
Si, 9.661, 9.6832, 26.5469
Si, 2.8054, -0.0701, 28.0228
Si, 8.1643, 0.036, 27.8696
Si, -0.0484, 2.7542, 27.988
Si, 5.4351, 2.7311, 27.9333
Si, 2.6729, 5.5231, 27.9487
Si, 8.1627, 5.5717, 27.8703
Si, -0.0622, 8.2935, 28.0117
Si, 5.4209, 8.2399, 27.9144
Si, 4.1018, 1.3673, 29.3133
Si, 9.5708, 1.3673, 29.3133
Si, 1.3673, 4.1018, 29.3133
Si, 6.8362, 4.1018, 29.3133
Si, 4.1018, 6.8362, 29.3133
Si, 9.5708, 6.8362, 29.3133
Si, 1.3673, 9.5708, 29.3133
Si, 6.8362, 9.5708, 29.3133
Si, 0, 0, 30.6805
Si, 5.469, 0, 30.6805
Si, 2.7345, 2.7345, 30.6805
Si, 8.2035, 2.7345, 30.6805
Si, 0, 5.469, 30.6805
Si, 5.469, 5.469, 30.6805
Si, 2.7345, 8.2035, 30.6805
Si, 8.2035, 8.2035, 30.6805
Si, 1.3673, 1.3673, 32.0478
Si, 6.8362, 1.3673, 32.0478
Si, 4.1018, 4.1018, 32.0478
Si, 9.5708, 4.1018, 32.0478
Si, 1.3673, 6.8362, 32.0478
Si, 6.8362, 6.8362, 32.0478
Si, 4.1018, 9.5708, 32.0478
Si, 9.5708, 9.5708, 32.0478
Si, 2.7345, 0, 0.6835
Si, 8.2035, 0, 0.6835
Si, 0, 2.7345, 0.6835
Si, 5.469, 2.7345, 0.6835
Si, 2.7345, 5.469, 0.6835
Si, 8.2035, 5.469, 0.6835
Si, 0, 8.2035, 0.6835
Si, 5.469, 8.2035, 0.6835
Si, 4.1018, 1.3673, 2.0507
Si, 9.5708, 1.3673, 2.0507
Si, 1.3673, 4.1018, 2.0507
Si, 6.8362, 4.1018, 2.0507
Si, 4.1018, 6.8362, 2.0507
Si, 9.5708, 6.8362, 2.0507
Si, 1.3673, 9.5708, 2.0507
Si, 6.8362, 9.5708, 2.0507
Si, 0, 0, 3.418
Si, 5.469, 0, 3.418
Si, 2.7345, 2.7345, 3.418
Si, 8.2035, 2.7345, 3.418
Si, 0, 5.469, 3.418
Si, 5.469, 5.469, 3.418
Si, 2.7345, 8.2035, 3.418
Si, 8.2035, 8.2035, 3.418
Si, 1.391, 1.342, 4.7889
Si, 6.8666, 1.3339, 4.842
Si, 4.1487, 4.0412, 4.7179
Si, 9.5844, 4.1038, 4.8522
Si, 1.3933, 6.8176, 4.7838
Si, 6.8916, 6.7815, 4.7476
Si, 4.0767, 9.5725, 4.7945
Si, 9.6088, 9.5639, 4.7336
Si, 2.7771, 0.038, 6.2327
Si, 8.3589, -0.0031, 6.1636
Si, 0.0647, 2.7081, 6.1895
Si, 5.5057, 2.7591, 6.1676
Si, 2.7121, 5.3047, 6.0478
Si, 8.2651, 5.5407, 6.2549
Si, 0.099, 8.2977, 6.0931
Si, 5.3495, 8.0024, 6.0066
Si, 3.9255, 1.6604, 7.5385
Si, 9.9043, 1.1107, 7.5246
Si, 1.6306, 3.8496, 7.5176
Si, 6.643, 4.3419, 7.5095
Si, 4.2775, 6.3961, 7.3298
Si, 9.5777, 7.1588, 7.4743
Si, 1.2029, 9.8128, 7.5693
Si, 7.5188, 9.4785, 7.788
O, 8.0822, 6.9125, 23.623
O, 4.0147, 1.4212, 24.7533
O, 8.5882, 8.2853, 8.2237
O, 2.7804, 2.7497, 8.1002
O, 10.4807, 4.6103, 25.3741
O, 1.4048, 9.6877, 24.7328
O, 6.1749, 8.8149, 7.1733
O, 0.0697, -0.0142, 8.0676
O, 5.4651, 5.4182, 7.9737
O, 6.9295, 10.2985, 9.0858
O, 9.8197, 4.176, 9.2183
O, 1.8143, 9.0972, 8.9416
O, 4.7368, 0.9844, 8.8158
O, -0.2892, 6.4952, 8.5567
O, 9.1178, 1.6824, 8.8675
O, 3.4442, 7.0192, 8.5976
O, 9.0536, 8.6215, 25.4269
O, 8.4867, 2.8601, 23.8232
O, 6.5914, 4.1758, 24.8532
O, 1.9071, 2.7329, 24.0729
O, 10.8235, 0.8825, 24.1152
O, -0.1893, 6.6022, 23.645
O, 2.9325, 7.7037, 23.8016
O, 7.1243, 9.3626, 23.8327
Si, 7.1229, 1.6764, 20.9708
Si, 5.0217, 1.6208, 17.1762
Si, 2.2835, 11.5779, 18.168
Si, 8.7939, 5.3908, 14.7221
Si, 3.8694, 4.3008, 12.9585
Si, 6.8254, 10.7074, 18.6425
Si, 1.1907, 4.409, 11.9318
Si, 0.8418, 0.5383, 20.7129
Si, 8.8442, 8.2916, 18.2852
Si, 6.3371, 7.1087, 15.69
Si, 8.6558, 3.1009, 9.5402
Si, 3.2609, 7.3169, 15.191
Si, 9.4091, 3.1355, 12.4927
Si, 5.5106, 12.905, 14.2002
Si, 0.7718, 1.9495, 23.2267
Si, 2.6456, 5.2499, 20.2957
Si, -0.8695, 7.9383, 15.3925
Si, 5.3951, 10.6255, 9.5667
Si, 0.7053, 2.981, 19.0432
Si, 9.399, 6.5723, 22.7246
Si, -5.86, -2.1348, 20.3576
Si, 0.256, 5.0434, 9.1075
Si, 1.6832, 15.8397, 14.7937
Si, -0.3282, 8.6549, 20.715
Si, 14.7916, 7.4705, 12.3996
Si, 3.089, 6.0921, 23.4407
Si, 6.0537, 10.3178, 23.0114
Si, -2.4121, 1.548, 14.8028
Si, 5.3998, 3.7619, 19.4248
Si, 3.1596, 8.3384, 9.4987
Si, 2.2624, 7.5244, 19.6787
Si, 5.6901, 10.1801, 12.5786
Si, -1.7737, 3.4472, 22.4663
Si, -0.7322, 3.5255, 16.4382
Si, 7.8525, 9.5503, 14.4359
Si, 6.6697, 6.5246, 18.8644
Si, 1.7134, 8.927, 16.8711
O, 1.7588, 13.1241, 18.0591
O, 5.0444, 3.1596, 13.1421
O, 9.2989, 1.7645, 13.3718
O, 4.7149, 12.9365, 15.6272
O, 2.8435, 7.6839, 13.6576
O, -2.5499, 2.6467, 21.2835
O, 3.0237, 7.7902, 11.0289
O, 0.037, 3.2525, 12.0192
O, 9.2392, 7.8444, 16.7861
O, 1.4078, 4.1985, 19.9081
O, 5.8373, 7.4044, 19.9663
O, 0.0559, 12.7384, 19.9902
O, 2.1603, 6.1898, 15.6975
O, 9.3048, 8.8433, 14.2815
O, 2.036, 11.0208, 19.6917
O, 6.3556, 11.6283, 17.3789
O, 4.9669, 8.6914, 12.561
O, 5.8701, 2.6591, 20.5453
O, -0.826, 8.7493, 19.167
O, -4.4305, 4.9463, 19.2127
O, 7.2468, 9.8297, 12.9475
O, -3.3597, 11.6718, 19.7198
O, 1.7164, 7.9679, 18.1952
O, 8.4685, 2.9912, 11.1579
O, 9.0036, 4.577, 16.1198
O, 1.5443, 1.1085, 22.0621
O, -8.9572, 5.3062, 24.354
O, -4.1446, 8.6442, 15.317
O, 3.1487, 8.6362, 16.1395
O, 18.7686, 9.5489, 18.1383
O, 7.3257, 6.0982, 14.8498
O, 11.5169, 8.5391, 15.7653
O, -1.3738, 7.7887, 21.6302
O, 1.0809, 7.8576, 20.7675
O, -11.0743, 10.231, 21.1429
O, -2.752, 0.0138, 15.1885
O, 3.1264, 4.2138, 14.4277
O, -0.1964, -7.8796, 22.5436
O, -0.4355, 3.5814, 18.0413
O, 1.5266, 10.515, 17.1836
O, 4.4165, 9.3493, 9.3513
O, 5.5129, -0.0105, 11.1518
O, 5.3382, 9.3148, 21.9004
O, -1.3854, 2.0933, 15.9686
O, 6.712, 0.6771, 22.217
O, 4.6156, 5.6787, 23.8814
O, 2.7271, 3.8171, 11.858
O, 0.643, 3.9325, 15.6072
O, 1.0778, 16.2331, 13.3076
O, 5.2385, 22.3146, 13.6276
O, 4.0087, 15.4029, 19.873
O, -0.8973, -4.4781, 14.71
O, 2.8152, 5.6386, 21.8996
O, 7.2556, 3.6245, 8.8728
O, 19.8637, 15.375, 13.3927
O, -3.8616, 2.2932, 14.5872
O, 6.2659, 6.8532, 17.3061
O, 4.3415, 5.8541, 12.4886
O, 0.9113, 5.2965, 10.5899
O, 8.2243, 6.9762, 19.023
O, 3.5098, 8.4807, 20.1268
O, -1.822, 5.0611, 22.1512
O, 3.8377, 11.6224, 17.7723
O, 16.1103, 3.0187, 17.9959
O, 5.5423, -0.941, 19.3558
O, 4.8117, 6.8163, 15.1945

Results
free energy: -135734.471 eV
free energy less fixed offsets of O -568.88, Si -635.61 eV per atom: 0.859 eV

Forces (eV/angstrom), in the order of the atoms: element, x, y, z
Si, 0.0019, 0.0123, 0.0123
Si, -0.0084, 0.0096, 0.0046
Si, 0.0046, 0.0235, 0.0151
Si, -0.0004, -0.0052, -0.0125
Si, -0.0079, 0.0039, 0.0024
Si, -0.0112, -0.0149, 0.0038
Si, -0.0276, -0.0068, -0.0298
Si, 0.0222, -0.0196, 0.0053
Si, -0.0092, -0.0032, 0.0041
Si, 0.0069, -0.0018, 0.0066
Si, -0.0014, -0.0059, -0.0092
Si, 0.0055, 0, -0.0025
Si, 0.005, -0.0085, 0.0096
Si, 0.0073, -0.0013, 0.0009
Si, 0.0249, 0.0193, 0.013
Si, 0.0062, 0.0039, 0.0048
Si, -0.0067, -0.0011, 0.002
Si, -0.0119, 0.0039, 0.0084
Si, 0.0143, -0.0025, 0.0093
Si, 0.0031, 0.0031, 0.0026
Si, -0.0003, 0.002, 0.0087
Si, -0.003, 0.0107, 0.0049
Si, 0.0018, 0.0017, 0.0108
Si, -0.007, -0.0047, 0.0129
Si, 0.3218, -0.0934, 0.3844
Si, -0.3588, -0.1705, -0.0056
Si, -0.2332, 0.2398, 0.0931
Si, 0.0331, 0.1595, -0.4924
Si, -0.1055, 0.0992, -0.1112
Si, -0.3294, 0.1963, 0.035
Si, 0.1864, -0.0534, 0.616
Si, -0.0455, 0.1278, -0.4034
Si, 0.0666, -0.0058, -0.0086
Si, 0.0451, 0.0893, 0.0373
Si, 0.0125, -0.0489, -0.0485
Si, 0.0408, -0.0338, -0.0266
Si, -0.0002, -0.1021, -0.0003
Si, 0.0498, 0.0097, -0.0618
Si, -0.0812, -0.0663, 0.065
Si, 0.0689, -0.0651, -0.008
Si, -0.0593, 0.0608, 0.0089
Si, -0.0676, -0.0279, -0.0142
Si, -0.0066, 0.0033, -0.0136
Si, 0.0003, 0.0552, -0.0296
Si, 0.0146, 0.0468, -0.0063
Si, -0.0157, 0.0496, 0
Si, -0.0021, -0.0077, -0.0418
Si, -0.0296, -0.0138, -0.0047
Si, 0.0963, -0.0752, -0.0082
Si, 0.0332, 0.0597, 0.0272
Si, -0.0143, 0.0203, 0.0162
Si, 0.0509, -0.0637, 0.0071
Si, -0.0431, -0.0193, 0.0312
Si, 0.0579, -0.0401, 0.0135
Si, 0.0225, -0.031, 0.0093
Si, -0.034, -0.004, 0.003
Si, -0.0875, 0.0511, -0.0194
Si, 0.0907, 0.029, 0.0393
Si, 0.0111, -0.0261, 0.0351
Si, -0.1126, 0.0469, -0.0153
Si, 0.0789, 0.0791, 0.0277
Si, -0.045, 0.0552, -0.0119
Si, -0.0775, -0.0067, -0.03
Si, -0.0106, -0.0328, 0.0153
Si, 0.1919, 0.1513, -0.3145
Si, 0.0648, -0.033, 0.2946
Si, -0.0068, -0.3569, -0.3171
Si, 0.0756, -0.0203, 0.4768
Si, -0.0807, -0.0501, 0.2211
Si, 0.1589, -0.1777, -0.3802
Si, -0.0599, -0.0142, -0.0763
Si, 0.1245, -0.0474, -0.2336
Si, 0.0007, 0.0031, 0.0064
Si, 0.0041, -0.0054, -0.003
Si, -0.0044, -0.001, 0.002
Si, 0.0039, -0.0024, 0.0018
Si, 0.0003, -0.0081, 0.0002
Si, 0.0021, 0.0038, -0.0021
Si, -0.0005, 0.0025, -0.0082
Si, -0.0009, -0.0003, -0.0061
Si, 0.0001, -0.0006, 0.0091
Si, -0.0036, 0.0061, 0.0044
Si, -0.0068, -0.0069, -0.0025
Si, -0.0016, 0.0011, 0.0094
Si, 0.0078, 0.0144, -0.0072
Si, 0.0045, -0.0071, 0.0025
Si, 0.008, -0.0021, 0.0053
Si, 0.0266, 0.0176, 0.0333
Si, 0.0056, -0.0108, -0.0179
Si, 0.0008, 0.0137, -0.0103
Si, 0.0098, -0.0093, 0.0067
Si, 0.0099, -0.0075, -0.0029
Si, -0.0081, 0.003, -0.0083
Si, -0.01, 0.0019, -0.0018
Si, 0.0156, -0.0073, -0.0081
Si, -0.0403, -0.0308, -0.0138
O, -0.004, 0.004, 0.0079
O, 0.0072, -0.0123, 0.0006
O, -0.0046, 0.0062, -0.0098
O, -0.0141, 0.0164, 0.0007
O, -0.0036, -0.0064, 0.0049
O, 0.0119, -0.01, 0.0047
O, 0.0218, 0.0171, -0.0081
O, -0.0095, 0.0085, 0.0009
O, -0.0016, 0.0014, 0.0015
O, -0.0001, -0.0082, -0.0073
O, 0.0063, 0.0061, -0.0016
O, 0.0025, -0.0017, 0.0015
O, 0.0027, -0.0008, 0.0066
O, 0.0032, -0.0075, 0.0044
O, -0.0001, 0.0011, 0.0044
O, -0.0044, -0.0002, 0.0083
O, -0.0097, -0.0053, -0.0032
O, 0.0005, 0.001, 0.006
O, -0.0003, 0.0036, 0.0086
O, -0.006, 0.0022, -0.0029
O, -0.003, 0.0045, -0.0032
O, -0.0006, -0.0004, 0.0019
O, 0.0063, -0.0021, 0.0116
O, -0.0067, 0.0099, -0.0031
Si, 0.0021, 0.0037, -0.0044
Si, 0.0006, 0, -0.0005
Si, 0.0003, -0.0003, -0.0034
Si, 0.0002, 0.0017, 0.0001
Si, 0.0003, 0.0005, 0.0003
Si, 0.0002, -0.0004, -0.003
Si, 0.0019, 0.0013, 0.0025
Si, -0.0008, 0.0015, -0.0033
Si, 0.0007, 0.0002, -0.0013
Si, -0.0005, 0.0001, -0.0006
Si, -0.0088, -0.0056, -0.0018
Si, -0.0001, 0.001, 0.0003
Si, -0.0026, 0, -0.0014
Si, 0.0006, 0.0002, -0.0005
Si, -0.0037, -0.001, -0.0023
Si, 0.0038, 0.0017, -0.0019
Si, -0.0006, -0.0006, -0.0011
Si, -0.0062, 0.0024, -0.0011
Si, -0.0008, -0.0021, -0.0034
Si, 0.0035, -0.0014, -0.0042
Si, -0.0019, 0.0019, -0.0089
Si, -0.0003, 0.0034, 0.0051
Si, -0.0013, 0.0019, -0.0005
Si, -0.003, -0.002, -0.0026
Si, -0.0001, 0.0021, -0.0017
Si, 0.0011, 0.003, 0.001
Si, -0.0022, 0.0047, -0.0118
Si, -0.0004, -0.0008, 0.0007
Si, 0.0008, 0.0003, -0.0038
Si, 0, 0.0065, 0.0021
Si, -0.0032, 0.0006, -0.0005
Si, 0.0008, 0.0005, -0.0021
Si, -0.0008, 0.001, -0.0012
Si, -0.0006, -0.0002, -0.0023
Si, 0.0008, 0, -0.0003
Si, 0.0005, -0.0008, -0.002
Si, -0.0016, 0.002, -0.0032
O, -0.0006, 0.0021, 0.0034
O, -0.0003, 0.0013, 0.0016
O, 0.0006, 0.0006, 0.0018
O, 0.0007, -0.0006, 0.0015
O, -0.001, 0.0011, 0.0037
O, -0.0031, -0.0022, 0.003
O, -0.0001, -0.0012, 0.001
O, -0.0013, 0.0004, -0.0003
O, -0.0006, -0.0006, 0.0015
O, -0.0001, 0.0011, 0.0053
O, 0.0005, -0.0013, 0.0038
O, 0, 0.002, 0.003
O, -0.0002, 0.0012, 0.0022
O, -0.0008, 0.001, 0.0022
O, 0.001, -0.0007, 0.003
O, 0.0001, 0.0012, 0.0017
O, 0.0004, 0.0003, 0.0003
O, -0.0003, 0.0003, 0.0046
O, -0.0007, -0.0003, 0.0024
O, -0.0013, 0.0006, 0.0037
O, -0.0002, 0.0004, 0.0014
O, -0.0001, -0.0009, 0.0035
O, 0.0009, -0.0022, 0.0054
O, 0.0018, 0.0005, 0.0044
O, -0.0001, 0.0002, 0.0017
O, 0.0032, -0.0016, 0.0019
O, -0.0021, -0.0063, 0.0009
O, -0.0001, 0.0003, 0.0026
O, 0.0025, 0.0001, 0.0009
O, -0.0011, 0.001, 0.0033
O, 0.0003, 0.0008, 0.0022
O, 0.0006, 0.0002, 0.002
O, 0.001, 0.0034, 0.0027
O, 0.0041, -0.002, 0.0043
O, 0, 0.0019, 0.0046
O, -0.0002, 0.0007, 0.0018
O, 0.0009, 0, 0.002
O, 0.0014, 0.0008, 0.0054
O, 0.0005, 0.0008, 0.0026
O, 0.0004, 0.0012, 0.0038
O, 0.0016, -0.0019, -0.001
O, 0.0016, -0.0012, 0.0044
O, 0.0012, 0.0013, 0.0106
O, 0.0004, 0.0003, 0.0019
O, -0.0018, -0.0029, 0.0082
O, -0.0019, 0.0051, 0.0007
O, 0.0004, -0.0002, 0.0003
O, 0.0001, 0.0007, 0.0027
O, -0.0002, 0.0003, 0.0002
O, -0.0003, 0.0014, 0.0026
O, -0.0031, 0.0026, 0.0059
O, -0.001, 0, 0.0029
O, -0.001, -0.0031, -0.0059
O, 0.0012, 0.0012, -0.0009
O, 0.0001, 0.0009, 0.0026
O, -0.0002, 0.0007, 0.0021
O, 0, 0.001, 0.0009
O, 0.0012, 0.0001, 0.0008
O, -0.0008, 0.0003, -0.0045
O, 0, 0.0006, 0.0033
O, -0.0005, -0.0008, 0.0052
O, 0.0003, -0.0005, 0.0035
O, -0.0007, 0.0004, 0.0027
O, -0.0007, 0, 0.003
O, 0.0007, 0.0001, 0.0053
O, -0.0001, 0.0004, 0.0017

The program warned: the cutoff lies below the one the program advises for these potential files; the forces do not sum to zero within the program's tolerance; the exchange-correlation potential is rough where the density is thin.
